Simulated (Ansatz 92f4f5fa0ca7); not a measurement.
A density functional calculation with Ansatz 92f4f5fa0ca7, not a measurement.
Periodic cell of 184 atoms, Si120O64, from a study of silicon, its oxide and their interface. The atomic structure is a simulated model.

Settings: functional r2SCAN; potential files Ansatz norm-conserving; basis plane waves; wave-function cutoff 1300 eV; density cutoff ratio 4; exchange-correlation grid ratio 1; k mesh 2 x 2 x 1, shifted by 0.5 0.5 0.5 of a step; self-consistency stop 5e-08 eV per atom in the density residual; occupations Fermi-Dirac, 0.05 eV; spin none; net charge 0.

Cell vectors (angstrom)
a 10.888 0 0
b 0 10.888 0
c 0 0 27.488

Atoms: element, x, y, z (angstrom)
Si 0.2644 -0.3962 0.2211
Si 2.5967 2.8295 -0.1569
Si 0.338 5.0861 -0.1
Si 2.6226 8.4126 0.0235
Si 5.8297 -0.3167 0.0044
Si 7.9153 3.0434 -0.0931
Si 5.6833 5.2167 0.4216
Si 7.9035 8.2184 0.1562
Si 1.4465 1.3143 1.3014
Si 4.0537 3.9193 1.3971
Si 1.4676 6.7086 1.226
Si 4.187 9.5261 1.3612
Si 6.9436 1.3137 1.2575
Si 9.6001 4.0401 1.2672
Si 6.8607 6.7715 1.6465
Si 9.5432 9.3495 1.434
Si 0.0325 2.656 2.6617
Si 2.817 0.0047 2.7102
Si 0.0749 8.0013 2.7017
Si 2.7572 5.3889 2.7029
Si 5.498 2.5866 2.6845
Si 8.2494 -0.0277 2.7083
Si 5.4289 8.1592 2.8326
Si 8.3275 5.3865 2.7849
Si 1.3613 4.0545 4.0518
Si 4.1416 1.3234 4.122
Si 1.4019 9.4831 4.0092
Si 4.0702 6.7584 4.1154
Si 6.842 4.0223 4.0313
Si 9.5771 1.329 4.0773
Si 6.8371 9.5477 4.1014
Si 9.6219 6.7511 4.1591
Si 0.0423 -0.0444 5.415
Si 2.7451 2.717 5.4286
Si 0.051 5.3902 5.496
Si 2.7149 8.1472 5.4377
Si 5.4759 -0.0163 5.4895
Si 8.1799 2.6848 5.4222
Si 5.4775 5.4011 5.4196
Si 8.2049 8.1589 5.4419
Si 1.3692 1.3515 6.7865
Si 4.0909 4.0869 6.8114
Si 1.3713 6.8093 6.8254
Si 4.0708 9.5149 6.7941
Si 6.8175 1.3703 6.8228
Si 9.5095 4.0598 6.7949
Si 6.8112 6.7973 6.7859
Si 9.5449 9.5318 6.8168
Si -0.0247 2.7149 8.1449
Si 2.7182 -0.0045 8.1604
Si 0.006 8.1672 8.1862
Si 2.7268 5.4671 8.1807
Si 5.4484 2.7309 8.1817
Si 8.1693 0.02 8.1782
Si 5.4243 8.165 8.1412
Si 8.161 5.4354 8.1574
Si 1.2992 4.1194 9.4923
Si 4.0585 1.3744 9.518
Si 1.3484 9.5537 9.5507
Si 4.0589 6.8561 9.5432
Si 6.7929 4.1091 9.5511
Si 9.4988 1.4066 9.549
Si 6.7583 9.5528 9.494
Si 9.511 6.8035 9.5187
Si -0.0303 0.0481 10.882
Si 2.6489 2.755 10.8096
Si -0.044 5.4573 10.9232
Si 2.6984 8.2103 10.9457
Si 5.406 0.0195 10.8932
Si 8.1479 2.7706 10.953
Si 5.4208 5.5002 10.8737
Si 8.1198 8.1823 10.8096
Si 1.304 1.4542 12.2264
Si 3.967 4.1525 12.1322
Si 1.2904 6.8507 12.2839
Si 4.0509 9.5968 12.3191
Si 6.7375 1.3973 12.2653
Si 9.4865 4.1462 12.3641
Si 6.7956 6.8662 12.2206
Si 9.4284 9.5688 12.1548
Si -0.0237 2.7621 13.7049
Si 2.6615 0.1312 13.6157
Si -0.1299 8.2517 13.5511
Si 2.6736 5.4798 13.6031
Si 5.2833 2.7964 13.484
Si 8.0927 -0.0033 13.5886
Si 5.472 8.2315 13.622
Si 8.0922 5.5498 13.6895
Si 1.5837 3.9336 15.0066
Si 3.7919 1.7293 14.9517
Si 1.0199 9.8499 14.802
Si 4.3064 6.6228 14.844
Si 6.3872 4.346 14.8
Si 9.6738 1.0941 14.8969
Si 6.9823 9.3916 15.048
Si 9.2188 7.2011 14.988
Si -25.1396 -15.5019 21.0375
Si 4.155 -15.0693 25.5792
Si -18.861 8.5271 16.925
Si 35.2093 -5.6388 23.6551
Si 5.5023 19.3108 20.6423
Si -13.0961 10.893 22.6852
Si 6.3221 1.8061 22.847
Si -21.9003 11.3187 24.9015
Si -2.4983 14.5216 24.44
Si -22.2792 16.0214 16.8381
Si 20.0736 -4.5204 25.3456
Si 5.1263 -4.4531 22.807
Si -23.1256 -2.9575 22.6686
Si 24.0112 -0.7048 23.5677
Si -8.7161 22.0479 20.6332
Si 10.5284 -30.8997 20.9468
Si -34.4919 14.9777 19.3041
Si -17.512 33.7846 25.1373
Si -5.7742 21.7132 17.1805
Si -5.6898 0.618 20.2178
Si -9.3197 18.5172 22.2799
Si 13.6064 -13.5662 19.6833
Si 19.1784 -7.8499 16.6864
Si 0.4695 13.8464 23.6829
O 8.113 -13.4825 -11.9571
O -5.9281 7.847 -5.4418
O -10.7783 8.2732 -5.4081
O 17.7594 9.3654 -0.4168
O -9.4636 17.1705 -4.3503
O 6.8641 14.3073 -11.4268
O -5.5682 11.2826 -1.367
O -4.4461 38.4082 -5.3422
O 19.7333 -9.2925 -11.2607
O -15.0449 15.0508 -0.2597
O -2.5624 2.754 -1.6635
O 9.4574 11.4178 -3.4975
O -5.8212 12.7052 -3.593
O 5.665 10.0317 -6.7243
O -14.6186 0.4321 -4.5323
O -1.5252 11.5897 -6.1134
O -0.0863 21.7938 15.4029
O -7.4913 -8.6911 26.0268
O 3.8694 -5.4961 22.6989
O -10.0706 -0.7461 24.3395
O -19.6443 11.0929 22.2445
O -0.8773 6.6137 16.3038
O 3.7106 7.3697 16.1524
O -14.9528 18.4282 20.2586
O 13.0358 -1.2157 20.0344
O 5.3442 5.4705 15.3828
O 14.4848 11.8033 20.2208
O -9.9121 26.4589 16.346
O 8.1639 5.2131 24.802
O -8.6684 29.6085 18.2091
O 0.4055 13.1979 22.2337
O -16.1854 -10.3227 18.6164
O 4.5572 1.1444 16.2608
O -27.4656 6.8962 24.3593
O 4.3332 -13.639 19.5737
O 11.5676 1.8301 24.8219
O -0.5601 -10.7267 26.4161
O 3.9133 31.5182 17.3401
O 5.8303 -9.1425 21.2589
O -9.1848 -1.7761 16.0632
O -13.0967 -1.599 22.5839
O -18.4175 -2.8662 26.0916
O 13.9239 -16.1576 25.1485
O 19.7416 28.5763 21.7622
O 12.3128 20.3562 27.1449
O 13.5845 -8.0578 15.4973
O 1.8148 14.7226 23.7059
O 2.1826 7.2283 20.8388
O -23.0063 -3.5358 24.1639
O 9.3522 -28.5456 16.11
O -1.0224 -18.73 20.2268
O 33.5096 -20.7196 20.0988
O 8.0266 15.9451 20.0943
O -11.6476 4.9793 18.4344
O -5.8719 -15.613 26.7917
O 6.3409 -0.7936 16.3874
O -13.341 7.3097 26.4134
O -0.9682 3.6565 23.8985
O -18.4422 10.8324 24.5404
O 13.4116 -13.1138 23.0961
O -2.6904 3.1734 18.2827
O 1.4341 14.8227 26.9146
O -3.5527 13.9166 23.3293
O -0.3937 -48.7499 26.0481

Results
free energy: -43866.460 eV
free energy less fixed offsets of O -463.61, Si -117.95 eV per atom: -41.420 eV
pressure: -0.17 GPa
stress xx, yy, zz, yz, xz, xy (GPa, positive in tension): 0.32, 0.25, -0.05, 0.96, -1, -0.35

Forces (eV/angstrom), in the order of the atoms: element, x, y, z
Si 0.0282 -0.0392 0.0843
Si -0.0216 0.0191 0.11
Si 0.0503 -0.0255 0.0971
Si -0.0029 -0.0101 0.1067
Si 0.0335 -0.0331 0.0874
Si 0.0005 -0.0249 0.0982
Si 0.0243 -0.0142 0.0435
Si 0.0076 0.0434 0.0555
Si 0.0042 -0.008 -0.0162
Si -0.0329 0.0083 -0.019
Si 0.0029 0.0008 -0.0061
Si -0.0167 0.0055 0.0118
Si -0.0014 0.0092 -0.005
Si -0.0009 0.0132 -0.0032
Si -0.0146 0.0011 0.0122
Si -0.0025 0.0231 0.0082
Si -0.0044 0.0013 0.004
Si 0.0033 -0.0023 0.0117
Si -0.0021 -0.0016 0.0077
Si 0.0095 -0.0009 0.0091
Si 0.0064 0.0014 0.0007
Si -0.0094 -0.0082 0.0223
Si 0.0066 -0.0151 0.0186
Si -0.0138 -0.0108 0.0118
Si 0.0018 0.0026 0.0036
Si -0.0138 0.0211 -0.0071
Si 0.0072 0.0022 0.0085
Si -0.0129 0.0191 -0.0009
Si 0.005 0.0019 -0.0043
Si 0.006 -0.0101 0.0011
Si 0.0004 0.0035 -0.0024
Si 0.0103 -0.0173 0.0075
Si 0.0118 -0.0067 0.0088
Si 0.0072 -0.0044 0.0079
Si -0.0004 0.0017 0.0003
Si -0.0031 -0.0067 -0.0125
Si 0.0051 -0.0195 -0.0079
Si 0.0065 0.0074 -0.0117
Si 0.0166 -0.0045 0.007
Si -0.0052 0.0049 -0.0007
Si -0.0043 -0.0078 0.0007
Si -0.008 0.0107 -0.0014
Si -0.0017 0.0029 -0.0008
Si -0.0031 -0.0068 -0.0026
Si -0.0039 0.006 -0.0003
Si -0.005 0.0007 -0.0037
Si -0.0097 -0.01 0.0036
Si 0.0062 0.0049 -0.0031
Si -0.0088 0.0018 -0.0045
Si 0.0035 -0.0027 0.0024
Si -0.0004 -0.0166 -0.0015
Si 0.0102 0.0081 -0.0041
Si 0.0077 0.0057 -0.0021
Si 0.0049 -0.0098 -0.0043
Si -0.0038 0.0031 0.0038
Si 0.0136 -0.0101 0.0045
Si -0.0033 0.0011 -0.0177
Si -0.0114 -0.0012 -0.0076
Si -0.0076 0.0062 -0.0087
Si 0.001 -0.0105 0
Si -0.0055 0.0162 -0.0104
Si 0.0047 0.0048 -0.0085
Si -0.0026 -0.0089 -0.0012
Si -0.0054 0.0085 -0.0166
Si -0.0161 -0.0101 0.0022
Si -0.0001 0.0179 0.0057
Si -0.0051 -0.0084 0.0075
Si 0.0051 -0.0031 0.0034
Si 0.0081 -0.0061 0.0228
Si 0.0115 0.0037 -0.0049
Si -0.0003 -0.0156 0.0072
Si 0.0217 -0.016 0.0121
Si 0.0051 -0.021 -0.0043
Si 0.0108 0.0103 -0.0243
Si 0.0018 0.0038 0.0067
Si -0.009 -0.0113 -0.0068
Si 0.0065 0.0157 0.0073
Si -0.0088 -0.0069 -0.0129
Si -0.031 0.0226 0.0032
Si 0.0112 0.0089 -0.0269
Si -0.0325 0.0252 0.0033
Si -0.0041 -0.0069 0.0095
Si -0.0053 0.019 0.0053
Si 0.029 -0.0122 -0.003
Si -0.015 0.0011 -0.0016
Si 0.0097 -0.0185 -0.0101
Si -0.0034 -0.016 0.0168
Si 0.0332 -0.034 0.0071
Si -0.0046 -0.0037 -0.0968
Si -0.0223 -0.0109 -0.0923
Si -0.0067 0.0247 -0.0958
Si 0.0061 0.0054 -0.1064
Si -0.0117 0.0422 -0.0863
Si 0.0323 -0.0026 -0.0949
Si -0.0097 -0.0235 -0.1112
Si -0.0152 -0.0027 -0.092
Si -0.0209 -0.0036 -0.0152
Si 0.0059 0.0171 0.122
Si 0.0339 0.0347 -0.1543
Si 0.0206 -0.0396 0.0773
Si 0.0093 -0.0209 0.0129
Si 0.0155 0.004 -0.0098
Si -0.0015 0.0268 0.0579
Si -0.0054 0.0117 0.088
Si 0.0255 -0.0111 0.1337
Si 0.039 0.0346 -0.0763
Si -0.0058 -0.0149 0.1473
Si 0.0263 0.0024 0.0553
Si -0.0123 -0.0081 0.0398
Si -0.008 0.0407 0.0358
Si 0.014 0.0108 -0.0149
Si 0.0043 0.0365 -0.0149
Si 0.0104 0.0003 -0.0654
Si 0.0224 0.0406 0.1593
Si -0.0039 0.0057 -0.1413
Si -0.0212 0.0153 -0.0779
Si -0.0057 0.0013 -0.0047
Si 0.0289 0.0201 -0.0755
Si -0.0058 -0.0171 -0.0596
Si -0.0062 -0.0138 0.0393
O 0.0104 0 0.0549
O -0.0227 0.0079 -0.0383
O 0.0171 0.0137 0.0039
O -0.0206 -0.0052 -0.0387
O -0.0208 0.0111 -0.0284
O 0.0515 -0.0364 0.0691
O -0.0586 0.0435 -0.1239
O 0.0107 0.0051 -0.0076
O -0.0238 0.0381 0.0725
O 0.0056 0.0004 -0.0303
O -0.0057 0.0118 -0.1362
O -0.016 0.0037 -0.0275
O 0.0246 0.0049 -0.0553
O 0.0088 -0.0036 0.0241
O -0.0035 -0.0158 -0.0064
O -0.0034 -0.0023 0.024
O -0.0092 0.0039 0.0527
O 0.0359 -0.0378 -0.1043
O -0.0136 0.0152 -0.012
O -0.0059 -0.022 -0.0231
O 0.0033 0.0101 -0.0128
O 0.0224 -0.0552 0.0842
O -0.0314 0.0103 0.093
O 0.0019 0.0022 0.0044
O -0.0031 0.0038 0.0158
O 0.0093 -0.0059 0.0554
O 0.0017 -0.0045 0.0113
O -0.0519 0.0162 0.0845
O -0.0098 -0.006 -0.0404
O -0.0151 -0.0146 0.0842
O 0.0053 -0.0116 -0.0084
O 0.0129 0.015 0.1103
O 0.0336 -0.0276 0.094
O -0.0052 -0.031 -0.0399
O -0.0053 0.0053 0.0279
O -0.0095 0.011 -0.0124
O -0.0143 0.0103 -0.1073
O -0.0211 -0.0165 0.0522
O 0.007 0.0116 -0.0157
O 0.0262 -0.0514 0.0906
O -0.0072 -0.0048 -0.0021
O 0.0106 -0.0208 -0.0881
O 0.0056 0.0071 -0.054
O -0.001 -0.0057 -0.0063
O -0.0185 0.0251 -0.0259
O 0.0039 0.0022 0.0481
O 0.006 0.0063 -0.0233
O -0.0094 -0.0123 0.0235
O 0.0079 0.0371 -0.0727
O -0.0056 -0.0032 -0.0013
O 0.0097 -0.0204 0.0338
O -0.0008 -0.0024 0.0084
O -0.0077 0.0223 0.0213
O -0.0001 -0.0003 0.0752
O -0.0345 0.0234 -0.077
O -0.0271 0.0275 0.1072
O 0.0333 -0.0521 -0.1203
O 0.0039 0.0113 -0.0492
O -0.0145 -0.0311 -0.0489
O -0.0151 -0.0302 -0.0343
O -0.0074 0.006 0.0634
O -0.0038 -0.0017 -0.043
O -0.0217 -0.0117 -0.042
O -0.0434 0.0561 -0.1024
